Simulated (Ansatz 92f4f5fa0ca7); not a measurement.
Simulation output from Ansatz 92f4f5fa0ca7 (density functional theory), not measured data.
Periodic cell of 276 atoms, Si168O108, from a study of silicon, its oxide and their interface. The atomic structure is a simulated model.
This geometry differs little from another in the collection (a relaxation step or a small displacement).

Settings
functional: PBE
potential files: Ansatz PAW
basis: plane waves
wave-function cutoff: 700 eV
density cutoff ratio: 5
exchange-correlation grid ratio: 1
k mesh: 2 x 2 x 1, shifted by 0.5 0.5 0.5 of a step
self-consistency stop: 5e-08 eV per atom in the density residual
occupations: fixed
spin: none
net charge: 0

Cell vectors (angstrom)
a, 11.6015, 0, 0
b, 0, 13.3963, 0
c, 0, 0, 30.8799

Atoms: element, x, y, z (angstrom)
Si, 11.5905, -0.1288, 24.0764
Si, 3.8454, 0.0491, 24.2027
Si, 7.7131, 0.0592, 24.007
Si, 1.9092, 3.393, 24.1664
Si, 6.0177, 3.403, 24.1795
Si, 9.6085, 3.3536, 24.2357
Si, 11.4584, 6.6797, 24.0785
Si, 3.7484, 6.6393, 24.2502
Si, 7.7028, 6.7801, 24.2112
Si, 2.0078, 10.0385, 24.1879
Si, 5.7289, 10.0439, 24.2215
Si, 9.5989, 10.0586, 24.0561
Si, 11.5928, 2.1689, 24.8202
Si, 3.9379, 2.3221, 24.8387
Si, 7.7698, 2.1717, 25.0959
Si, 1.7943, 5.5947, 25.0042
Si, 5.7722, 5.6166, 24.9449
Si, 9.5972, 5.5901, 25.0061
Si, 11.5719, 8.9469, 24.805
Si, 3.8533, 8.876, 25.0399
Si, 7.7087, 8.9874, 24.9835
Si, 1.935, 12.2743, 24.978
Si, 5.8017, 12.3135, 24.8968
Si, 9.6044, 12.2831, 24.8642
Si, 11.5922, 2.2054, 27.239
Si, 3.8828, 2.2693, 27.2501
Si, 7.7388, 2.1987, 27.4223
Si, 1.8742, 5.5871, 27.3559
Si, 5.7831, 5.5872, 27.3189
Si, 9.6482, 5.5925, 27.3576
Si, 11.5821, 8.9393, 27.2262
Si, 3.8532, 8.9104, 27.382
Si, 7.7244, 8.9517, 27.343
Si, 1.9212, 12.2815, 27.3369
Si, 5.8002, 12.2926, 27.2867
Si, 9.6378, 12.2743, 27.2672
Si, 1.944, 1.1347, 28.0834
Si, 5.7725, 1.113, 28.1205
Si, 9.6915, 1.09, 28.1192
Si, 11.5692, 4.4305, 28.1134
Si, 3.8418, 4.4785, 28.1067
Si, 7.7147, 4.465, 28.1221
Si, 1.8865, 7.8237, 28.1177
Si, 5.8032, 7.8096, 28.1292
Si, 9.67, 7.8351, 28.1104
Si, 11.5755, 11.1566, 28.0882
Si, 3.8666, 11.1653, 28.1083
Si, 7.7184, 11.1793, 28.1171
Si, 1.9336, 1.1164, 30.4849
Si, 5.8008, 1.1164, 30.4849
Si, 9.6679, 1.1164, 30.4849
Si, 0, 4.4654, 30.4849
Si, 3.8672, 4.4654, 30.4849
Si, 7.7343, 4.4654, 30.4849
Si, 1.9336, 7.8145, 30.4849
Si, 5.8008, 7.8145, 30.4849
Si, 9.6679, 7.8145, 30.4849
Si, 0, 11.1635, 30.4849
Si, 3.8672, 11.1635, 30.4849
Si, 7.7343, 11.1635, 30.4849
Si, 0, 0, 0.3944
Si, 3.8672, 0, 0.3944
Si, 7.7343, 0, 0.3944
Si, 1.9336, 3.3491, 0.3944
Si, 5.8008, 3.3491, 0.3944
Si, 9.6679, 3.3491, 0.3944
Si, 0, 6.6981, 0.3944
Si, 3.8672, 6.6981, 0.3944
Si, 7.7343, 6.6981, 0.3944
Si, 1.9336, 10.0472, 0.3944
Si, 5.8008, 10.0472, 0.3944
Si, 9.6679, 10.0472, 0.3944
Si, 11.6129, -0.027, 2.7673
Si, 3.9006, -0.0317, 2.765
Si, 7.7474, -0.0301, 2.7886
Si, 1.9356, 3.3374, 2.7656
Si, 5.7977, 3.3406, 2.736
Si, 9.6829, 3.3487, 2.7716
Si, 11.5901, 6.6792, 2.7822
Si, 3.8479, 6.7015, 2.7444
Si, 7.7603, 6.703, 2.7748
Si, 1.9272, 10.0525, 2.7656
Si, 5.7926, 10.0201, 2.7753
Si, 9.6332, 10.0541, 2.7797
Si, 11.6131, 2.1957, 3.5525
Si, 3.8784, 2.2048, 3.5165
Si, 7.7351, 2.2284, 3.4965
Si, 1.9434, 5.5731, 3.5675
Si, 5.7966, 5.587, 3.464
Si, 9.6641, 5.5677, 3.6392
Si, 11.578, 8.9386, 3.5149
Si, 3.8441, 8.9178, 3.5708
Si, 7.7125, 8.9239, 3.6292
Si, 1.9592, 12.284, 3.5673
Si, 5.8202, 12.2272, 3.6138
Si, 9.6919, 12.2707, 3.6366
Si, 11.6314, 2.162, 5.922
Si, 3.9209, 2.1848, 5.8667
Si, 7.7159, 2.2361, 5.8346
Si, 1.9763, 5.565, 5.9406
Si, 5.7836, 5.5814, 5.7945
Si, 9.6626, 5.5438, 6.05
Si, 11.5445, 8.968, 5.864
Si, 3.7912, 8.8833, 5.95
Si, 7.6772, 8.9078, 6.039
Si, 1.9989, 12.2996, 5.9386
Si, 5.8374, 12.165, 6.0163
Si, 9.7349, 12.2743, 6.0527
Si, 2.0205, 1.1302, 6.7568
Si, 5.86, 1.0329, 6.6323
Si, 9.6146, 1.1707, 6.696
Si, 11.6729, 4.3919, 6.6448
Si, 3.9436, 4.4003, 6.6451
Si, 7.6225, 4.4468, 6.6795
Si, 1.7916, 7.8125, 6.6959
Si, 5.7039, 7.7359, 6.7249
Si, 9.6618, 7.8356, 6.7366
Si, 11.7366, 11.1582, 6.7801
Si, 3.8362, 11.0848, 6.7824
Si, 7.8289, 11.1376, 6.8834
O, 4.1751, 4.229, 8.2904
O, 5.5403, 7.4531, 8.367
O, 9.3566, 1.4431, 8.3359
O, 9.7909, 8.0558, 8.3884
O, 2.208, 1.1791, 8.4155
O, 6.0577, 0.9761, 8.2771
O, 1.4544, 7.9424, 8.3347
O, 0.471, 11.0863, 8.4271
O, 3.6288, 10.9444, 8.4432
O, 0.3538, 4.2145, 8.2801
O, 7.2343, 4.4493, 8.3162
O, 7.9721, 11.2155, 8.5552
O, 6.5746, 3.4874, 22.5925
O, 2.3344, 10.0711, 22.5527
O, 7.7364, 0.2117, 22.3303
O, 11.1971, 6.5218, 22.4266
O, 7.8027, 6.9695, 22.555
O, 0.0217, 12.9477, 22.4414
O, 9.4937, 10.0132, 22.3873
O, 3.5065, 6.5592, 22.6027
O, 5.5785, 9.9447, 22.5691
O, 9.3103, 3.4188, 22.5908
O, 1.8024, 3.5339, 22.5212
O, 3.7579, 0.0631, 22.548
Si, 8.055, 10.2729, 16.6952
Si, 4.5117, 10.9116, 9.8199
Si, 9.0068, 10.5898, 20.9327
Si, 5.1095, 8.1112, 9.7934
Si, 2.7023, 1.6721, 9.8888
Si, 7.2509, 6.35, 21.1529
Si, 10.5391, 6.8704, 18.1392
Si, 3.4916, 10.9438, 12.7576
Si, 9.9148, 6.0507, 14.0241
Si, 9.8347, 1.5188, 16.2498
Si, 5.576, 0.5233, 9.7515
Si, 1.7089, 9.7001, 21.0941
Si, 11.0754, 4.0871, 9.6333
Si, 7.9527, 3.5599, 21.6831
Si, 3.0844, 6.464, 14.286
Si, 7.2851, 0.823, 20.8582
Si, 10.2233, 1.1825, 9.6937
Si, 10.907, 4.4027, 16.5063
Si, 8.0893, 5.0028, 9.5819
Si, 1.9037, 3.7445, 15.2225
Si, 1.5671, 13.0429, 12.0099
Si, 7.466, 1.6025, 14.104
Si, 11.5108, 11.8438, 9.759
Si, 5.0315, 6.0293, 11.9165
Si, 7.9588, 0.0358, 11.5221
Si, 11.5105, 12.3406, 20.9287
Si, 11.4266, 6.5324, 11.4526
Si, 4.0339, 8.6699, 19.4856
Si, 7.4991, 4.4805, 12.5932
Si, 0.7685, 1.0557, 14.5534
Si, 5.5912, 10.7581, 15.0111
Si, 1.6357, 9.0097, 14.5605
Si, 4.1273, 6.0458, 21.1846
Si, 4.3738, 13.3628, 21.052
Si, 1.7866, 1.1227, 19.5728
Si, 3.8251, 8.4911, 16.3217
Si, 2.7804, 1.3502, 16.6248
Si, 8.0667, 13.1869, 17.9886
Si, 8.1618, 8.4052, 18.9443
Si, 8.5487, 10.8274, 10.042
Si, 5.8272, 10.5493, 21.0823
Si, 10.5036, 8.5508, 15.6807
Si, 5.5929, 13.7, 16.1168
Si, 2.1055, 7.3419, 9.7004
Si, 2.0029, 4.0186, 20.9881
Si, 3.3944, 4.5453, 9.6813
Si, 0.3412, 6.7681, 20.9862
Si, 9.0592, 7.8398, 9.8301
O, 9.3913, 0.6145, 17.5239
O, 9.3414, 0.6809, 10.9546
O, 0.9046, 4.4968, 16.2555
O, 2.8885, 12.4661, 12.7832
O, 6.1147, 5.284, 12.8607
O, 1.1018, 5.3521, 20.6511
O, 10.1664, 4.9276, 15.1632
O, 5.2081, 12.1759, 15.6989
O, 2.4798, 3.2684, 10.107
O, 1.0534, 2.6715, 14.2921
O, 7.8758, 0.3509, 13.1197
O, 5.6894, 7.2622, 11.0592
O, 3.1725, 0.4136, 20.0626
O, 3.5364, 4.5731, 20.7683
O, 2.3775, 9.9639, 13.4563
O, 4.2784, 1.3954, 10.1354
O, 4.0883, 8.4211, 17.8987
O, 4.8934, 11.844, 20.7723
O, 0.0075, 5.037, 10.8258
O, 3.8967, 7.0005, 15.6171
O, 9.144, 9.4278, 19.7835
O, 7.4007, 3.0143, 13.2883
O, 5.7143, 5.9073, 21.3489
O, 7.9718, 6.6299, 9.6855
O, 7.677, 4.2761, 10.9764
O, 10.3968, 2.9126, 16.8524
O, 9.5067, 9.706, 16.2297
O, 7.3217, 7.4811, 19.9945
O, 11.0033, 2.5411, 10.139
O, 6.0366, 1.2119, 14.8188
O, 3.9272, 6.6586, 12.914
O, 8.9887, 7.3123, 18.0846
O, 11.2029, 6.27, 13.0412
O, 1.1306, 7.4238, 11.0111
O, 8.3353, 9.2244, 10.3179
O, 11.2479, 7.7638, 16.9415
O, 0.7004, 10.9218, 20.7223
O, 6.7703, 0.373, 17.2167
O, 4.281, 0.8405, 16.8935
O, 0.0462, 9.2974, 14.765
O, 2.8155, 9.6656, 19.9046
O, 6.7382, 0.8505, 10.8243
O, 5.4016, 9.3974, 20.0077
O, 7.8823, 11.8223, 11.176
O, 0.5783, 0.227, 13.1689
O, 8.052, 4.9578, 20.8329
O, 10.1379, 7.3762, 10.9426
O, 1.7909, 7.4415, 14.1249
O, 10.1485, 11.0779, 10.1663
O, 11.267, 13.3946, 9.3093
O, 4.4223, 4.9237, 10.8811
O, 1.1272, 8.1829, 21.2137
O, 2.6829, 4.8867, 14.3704
O, 11.0075, 0.7947, 15.3947
O, 9.9512, 11.9023, 20.5977
O, 7.3477, 9.2404, 17.7811
O, 2.4114, 5.7873, 9.3857
O, 2.9558, 2.9005, 16.1299
O, 11.0513, 7.0841, 19.6634
O, 8.2801, 11.6383, 17.5521
O, 2.0405, 0.5044, 15.4292
O, 5.2814, 12.3285, 9.8695
O, 7.1979, 10.5414, 15.311
O, 8.677, 5.4574, 13.1506
O, 7.8056, 13.3457, 19.5867
O, 4.9708, 10.8364, 13.4815
O, 8.5802, 1.7873, 15.2606
O, 1.8517, 1.2173, 17.9506
O, 3.6398, 10.638, 11.1643
O, 5.6546, 0.9504, 20.8455
O, 10.6138, 5.2909, 17.82
O, 3.7891, 7.1794, 20.0825
O, 9.6408, 7.487, 14.7663
O, 4.9575, 9.4415, 15.6842
O, 0.8778, 11.8702, 11.0815
O, 3.4881, 8.1281, 9.9833
O, 7.9152, 2.3113, 20.6456
O, 9.6165, 4.6344, 9.1994
O, 0.5176, 0.146, 19.9785
O, 1.6629, 2.6834, 20.1003
O, 5.5882, 9.6757, 9.7643
O, 7.4063, 10.9455, 20.9664
O, 1.9022, 0.9, 11.0513
O, 2.3751, 9.1831, 16.0126

Results
free energy: -168247.226 eV
free energy less fixed offsets of O -569.03, Si -635.61 eV per atom: -9.506 eV

Forces (eV/angstrom), in the order of the atoms: element, x, y, z
Si, -0.0108, 0.007, 0.0049
Si, 0.017, 0.0029, 0.0071
Si, -0.0003, 0.0158, 0.0052
Si, 0.0075, 0.0256, 0.0083
Si, -0.0362, 0.013, -0.0005
Si, 0.0125, -0.0005, -0.0035
Si, 0.0176, 0.0126, 0.0006
Si, 0.0047, 0.0103, -0.0014
Si, -0.0091, 0.0053, 0.0058
Si, -0.0188, 0.0109, -0.0092
Si, 0.003, 0.0096, -0.0037
Si, 0.0102, 0.0205, 0.0083
Si, -0.004, -0.0057, -0.0083
Si, 0.005, -0.002, -0.0136
Si, 0.0004, -0.0143, 0.0043
Si, -0.0073, -0.0118, -0.0041
Si, 0.0108, -0.0059, -0.0069
Si, 0.0034, 0.0031, 0.0032
Si, -0.0019, -0.0073, -0.0078
Si, 0.0026, -0.015, 0.0057
Si, -0.0033, -0.0047, -0.0035
Si, 0.0088, -0.0025, 0.0013
Si, -0.007, 0.0036, -0.0013
Si, 0.005, -0.0112, -0.0058
Si, 0.0068, -0.0008, 0.0112
Si, -0.0029, 0.0013, 0.0097
Si, 0.002, 0.0052, 0.0135
Si, 0.0005, -0.0028, 0.0073
Si, 0.0022, -0.0003, 0.0118
Si, -0.0062, -0.0058, 0.013
Si, -0.0004, 0.0026, 0.0126
Si, -0.0048, 0.0031, 0.0113
Si, 0.0045, -0.0022, 0.0104
Si, 0.0005, -0.0012, 0.0083
Si, -0.0006, -0.003, 0.0127
Si, -0.0022, 0.0015, 0.0092
Si, -0.0022, 0.0034, -0.0112
Si, 0.002, 0.0031, -0.0081
Si, -0.0067, 0.0009, -0.0133
Si, 0.0045, 0.0051, -0.0093
Si, 0.0014, 0.0046, -0.0058
Si, 0.0025, 0.005, -0.008
Si, 0.0055, 0.003, -0.0077
Si, -0.0014, 0.0011, -0.012
Si, -0.0041, 0.0065, -0.008
Si, 0.0022, 0.003, -0.0093
Si, 0.0039, 0.002, -0.0059
Si, 0.002, 0.0056, -0.0069
Si, 0.0228, 0.1039, -0.1822
Si, -0.1368, -0.012, 0.0222
Si, 0.1209, -0.0748, 0.0573
Si, -0.0653, -0.1315, -0.0644
Si, -0.018, -0.0139, -0.0975
Si, -0.0533, 0.0094, 0.0593
Si, -0.1154, 0.0417, -0.0028
Si, 0.0293, -0.0128, 0.0944
Si, 0.0379, 0.0578, -0.0549
Si, -0.0738, -0.0222, -0.1923
Si, 0.0349, 0.0621, -0.0864
Si, 0.0152, 0.0689, -0.0407
Si, -0.0461, -0.0708, 0.0341
Si, 0.109, -0.0961, 0.0525
Si, 0.0249, -0.1446, 0.1615
Si, -0.0166, 0.0004, 0.0457
Si, -0.0107, -0.0184, -0.2011
Si, 0.089, 0.0755, 0.0781
Si, -0.0311, -0.0352, 0.135
Si, -0.0466, 0.0328, -0.1616
Si, 0.0875, 0.0573, 0.0992
Si, 0.0251, 0.0069, -0.0004
Si, -0.0045, -0.0465, 0.0982
Si, -0.1087, 0.0368, 0.1461
Si, 0, -0.0002, 0.0101
Si, -0.0074, -0.0026, 0.0108
Si, -0.0003, -0.0028, 0.0094
Si, 0.0037, -0.0059, 0.0048
Si, 0.0011, -0.0018, 0.0093
Si, 0.0019, -0.0054, 0.007
Si, 0.0031, -0.0053, 0.0094
Si, 0.0051, -0.001, 0.0112
Si, -0.0099, -0.0018, 0.0083
Si, 0.002, -0.0022, 0.0069
Si, 0.0006, -0.0045, 0.0053
Si, 0.0038, -0.0027, 0.0088
Si, 0.0004, 0.003, -0.0065
Si, 0.0002, 0.0041, -0.0138
Si, -0.003, 0.0031, -0.0093
Si, -0.0068, 0.0023, -0.0123
Si, 0.0018, -0.002, -0.0125
Si, 0.0059, 0.0022, -0.0209
Si, -0.0017, 0.0035, -0.0104
Si, -0.0013, 0.0011, -0.011
Si, 0.0019, 0.0018, -0.0079
Si, 0.0042, -0.0034, -0.0116
Si, 0.0042, -0.0011, -0.0107
Si, -0.0009, -0.0024, -0.0111
Si, 0.0034, 0.0114, 0.005
Si, 0.0096, -0.0017, 0.002
Si, -0.0044, 0.0057, -0.0053
Si, -0.0021, 0.0051, 0.0036
Si, -0.0042, 0.0115, -0.0122
Si, 0.0066, 0.0017, 0.0238
Si, 0.0009, 0.0002, -0.0041
Si, -0.0072, 0.007, 0.0056
Si, 0.016, 0.0112, 0.0062
Si, 0.0049, 0.0138, -0.0019
Si, -0.0042, 0.0012, 0.0115
Si, -0.0062, 0.0101, 0.0076
Si, -0.013, -0.0079, 0.0015
Si, -0.0059, -0.0071, -0.001
Si, 0.0203, -0.0053, 0.0035
Si, -0.023, -0.0181, -0.0039
Si, -0.0035, -0.004, -0.0008
Si, 0.0206, 0.0031, 0.0163
Si, 0.0189, -0.0014, 0.0021
Si, 0.0052, -0.0073, 0.0014
Si, -0.0197, -0.015, -0.0032
Si, -0.0056, -0.0007, 0.0069
Si, 0.0143, -0.0179, -0.0074
Si, -0.0057, -0.0226, -0.0033
O, -0.0029, 0.0017, 0.0006
O, -0.005, 0.0106, 0.0025
O, -0.0005, -0.0043, 0.0074
O, 0.0018, 0, 0.01
O, 0.009, 0.0073, 0.0071
O, 0.0012, -0.0009, 0.0027
O, -0.0005, -0.0041, 0.0044
O, 0.0014, 0.0037, -0.0023
O, -0.0022, 0.0061, 0.0104
O, 0.0022, 0.0057, 0.0031
O, -0.0047, 0.001, -0.0077
O, 0.0074, 0.0082, -0.0008
O, 0.0129, -0.0017, 0.0065
O, 0.0034, -0.0029, -0.0052
O, 0.0033, -0.0065, -0.0123
O, -0.001, 0.0023, -0.0123
O, -0.0004, -0.0048, -0.0059
O, 0.0025, -0.0022, -0.0084
O, -0.0073, -0.004, -0.0044
O, 0.0051, -0.0086, -0.0082
O, 0.0021, 0, -0.0081
O, -0.0067, -0.001, 0.0011
O, -0.0022, -0.0079, -0.0029
O, 0.0012, 0.0048, -0.016
Si, -0.0009, 0, -0.0019
Si, -0.0041, 0.0013, -0.0095
Si, 0.0009, 0.0012, 0.0074
Si, 0.0039, -0.0034, -0.0042
Si, -0.0024, -0.005, -0.0087
Si, -0.0013, 0.0022, 0.0118
Si, 0.003, -0.0008, 0.0049
Si, 0.0004, 0.0029, -0.0009
Si, -0.0007, -0.0002, 0.0015
Si, 0.0011, 0.0009, 0.0012
Si, 0.0001, 0.0014, -0.01
Si, 0.0023, -0.0009, 0.0134
Si, -0.0071, 0.0053, -0.0177
Si, -0.0007, -0.0003, 0.0037
Si, 0.0021, 0.0015, 0.0003
Si, 0.0024, -0.0007, 0.0082
Si, -0.0018, 0.0018, -0.0127
Si, 0.001, 0.0002, 0.0014
Si, 0.0075, -0.0042, -0.014
Si, -0.0027, 0.0003, 0.002
Si, -0.0003, 0.0005, -0.0016
Si, 0.0004, 0.0012, 0.0003
Si, -0.0026, 0.0031, -0.0067
Si, 0.0023, 0.0012, 0.0013
Si, 0.0038, 0.0012, -0.0016
Si, 0.0011, 0.0038, 0.0103
Si, -0.0035, -0.0079, -0.0064
Si, 0.0005, 0.0042, 0.0055
Si, 0.0054, 0.0007, -0.0082
Si, -0.0024, 0.0001, 0.0008
Si, 0.0014, 0.003, 0.0025
Si, -0.0003, 0.0011, 0.0017
Si, -0.0029, 0.0067, 0.0132
Si, -0.0052, 0.0011, 0.0149
Si, 0.0014, 0.0016, 0.0026
Si, 0.0025, 0.0021, 0
Si, 0.0019, 0.001, 0.0014
Si, 0.0024, -0.0003, 0.0038
Si, 0.0006, -0.0002, 0.0003
Si, -0.0006, 0.0014, -0.0115
Si, -0.0038, -0.005, 0.0098
Si, -0.0004, 0.0004, -0.0006
Si, -0.0004, -0.0019, -0.0012
Si, -0.0006, -0.0008, -0.0099
Si, 0.0023, 0.0005, 0.0135
Si, -0.0004, 0.0033, -0.005
Si, -0.0035, 0.0042, 0.0134
Si, 0.0026, -0.0065, -0.0134
O, -0.0022, -0.0001, -0.0008
O, -0.0037, -0.0021, 0.0033
O, -0.0008, -0.0011, -0.0016
O, -0.0029, 0.0006, -0.0013
O, 0.0001, 0.0002, -0.0017
O, 0.0029, -0.0022, -0.0011
O, 0.0016, 0.0025, 0.0005
O, 0.001, -0.0008, 0
O, 0.0035, 0.001, 0.0024
O, 0.0016, -0.0011, 0.0024
O, 0.0007, 0.0004, -0.0011
O, -0.0028, -0.0033, 0.0038
O, -0.0031, 0.0022, -0.0044
O, -0.0015, -0.0016, -0.003
O, 0.0012, 0.0018, -0.0019
O, 0.0011, -0.0021, 0.0022
O, 0.0002, 0.0022, 0.0005
O, 0.0022, 0.0022, -0.0006
O, 0.0011, 0.0074, 0.0061
O, -0.0033, 0.0026, -0.0003
O, -0.0031, 0.0002, -0.0042
O, 0.0001, -0.0007, -0.0003
O, 0.002, 0.0049, -0.0056
O, 0.0031, 0.0059, 0.0032
O, -0.0012, 0.0009, 0.0132
O, -0.0006, 0.0006, -0.004
O, 0.0002, 0.0001, -0.0004
O, 0.0018, 0.0018, -0.0031
O, 0.0032, -0.0048, 0.0016
O, 0.0019, -0.0015, -0.0003
O, 0.0028, -0.0018, 0.0002
O, 0.0033, 0.0016, 0.0009
O, 0, 0.0011, 0.0015
O, 0.0001, -0.0006, 0.0011
O, 0.0006, 0.0011, 0.0018
O, -0.0017, 0.001, -0.0016
O, 0.001, 0.0027, -0.0051
O, 0.0027, -0.0011, 0.0001
O, -0.0002, 0.0007, 0
O, 0.0018, -0.001, 0.0008
O, 0.0054, -0.0004, -0.0027
O, 0.0011, -0.004, 0.0013
O, -0.003, 0.0017, -0.0035
O, 0.0015, 0.0035, 0.0035
O, 0.0036, -0.001, -0.0009
O, -0.0031, -0.0009, -0.0023
O, 0.0036, 0.0005, 0.0035
O, 0.0029, 0.0015, 0.0007
O, 0.0041, 0.0013, 0.0025
O, 0.0002, -0.0037, 0.0061
O, -0.0012, 0.0008, 0.0039
O, 0.0013, 0.0018, -0.0028
O, 0.0004, 0.0023, 0.0006
O, 0.0017, 0.0032, 0.0007
O, -0.0009, -0.001, -0.0007
O, 0.0047, 0.0014, 0.0014
O, 0.0059, 0.0009, 0.0055
O, -0.002, -0.0009, -0.0028
O, -0.0032, 0.0009, -0.0067
O, 0.0008, 0.0035, -0.0002
O, 0, 0.004, 0.0009
O, 0.0013, 0.0018, 0.0019
O, 0.0006, 0.0021, 0.0019
O, 0.0003, -0.0007, 0.0006
O, -0.0005, 0.0021, -0.0044
O, -0.002, -0.0001, 0.0014
O, 0.0015, -0.0004, -0.0003
O, 0.0023, 0.001, 0.0004
O, 0.0013, -0.0005, 0.0026
O, 0.0012, -0.0002, -0.0021
O, 0.0002, 0.004, -0.0019
O, 0.0029, 0.0009, -0.0021
O, 0.0039, -0.0004, -0.0007
O, -0.0011, -0.0022, -0.0013
O, 0.0023, 0.0025, 0.0047
O, 0.0006, -0.0011, 0.0019
O, 0.0011, -0.0006, -0.0022
O, 0.0027, -0.0016, 0.0106
O, 0.0034, 0.0032, -0.0044
O, 0.0006, -0.0037, -0.0079
O, -0.0026, 0.0009, 0.0038
O, 0.0027, 0, -0.0013
O, 0.0009, -0.0008, 0.0036
O, 0.0017, -0.0017, -0.0036

The program warned: the cutoff lies below the one the program advises for these potential files; the exchange-correlation potential is rough where the density is thin.
